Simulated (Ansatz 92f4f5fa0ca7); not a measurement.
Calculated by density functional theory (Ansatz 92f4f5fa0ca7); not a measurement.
Periodic cell of 220 atoms, Si134O82H4, from a study of silicon, its oxide and their interface. The atomic structure is a simulated model.
Doubt: the cutoff is far below the 930 eV that the study's wrapper takes by default for these files, so forces and energies are approximate.
This geometry differs little from another in the collection (a relaxation step or a small displacement).

Settings: functional PBE; potential files Ansatz PAW; basis plane waves; wave-function cutoff 580 eV; density cutoff ratio 5; exchange-correlation grid ratio 1; k mesh 1 x 1 x 1, Gamma-centred; self-consistency stop 5e-08 eV per atom in the density residual; occupations fixed; spin none; net charge 0.

Cell vectors (angstrom)
a 10.938 0 0
b 0 10.938 0
c 0 0 31.626

Atoms: element, x, y, z (angstrom)
Si 0.4376 10.5459 24.1971
Si 5.9344 10.4753 24.187
Si 2.2087 3.2936 24.4622
Si 7.6654 3.3025 24.0126
Si 0.3717 5.127 24.4037
Si 5.7522 4.9829 24.0435
Si 2.206 8.8049 24.1454
Si 7.6726 8.7237 24.1778
Si 1.3041 1.3935 25.5292
Si 6.8432 1.4165 25.3473
Si 4.0958 4.1483 25.5662
Si 9.4494 4.1213 25.4536
Si 1.3918 6.9381 25.4938
Si 6.7375 6.8425 25.3244
Si 4.0797 9.6039 25.4189
Si 9.5282 9.6088 25.4139
Si 2.7476 0.0429 26.8489
Si 8.2204 0.0787 26.8013
Si -0.1109 2.7377 26.856
Si 5.4631 2.7014 26.8352
Si 2.756 5.5646 26.8871
Si 8.1451 5.5482 26.8084
Si -0.0627 8.2318 26.8403
Si 5.4004 8.1721 26.7974
Si 4.1018 1.3673 28.2078
Si 9.5708 1.3673 28.2078
Si 1.3673 4.1018 28.2078
Si 6.8362 4.1018 28.2078
Si 4.1018 6.8362 28.2078
Si 9.5708 6.8362 28.2078
Si 1.3673 9.5708 28.2078
Si 6.8362 9.5708 28.2078
Si 0 0 29.575
Si 5.469 0 29.575
Si 2.7345 2.7345 29.575
Si 8.2035 2.7345 29.575
Si 0 5.469 29.575
Si 5.469 5.469 29.575
Si 2.7345 8.2035 29.575
Si 8.2035 8.2035 29.575
Si 1.3673 1.3673 30.9423
Si 6.8362 1.3673 30.9423
Si 4.1018 4.1018 30.9423
Si 9.5708 4.1018 30.9423
Si 1.3673 6.8362 30.9423
Si 6.8362 6.8362 30.9423
Si 4.1018 9.5708 30.9423
Si 9.5708 9.5708 30.9423
Si 2.7345 0 0.6835
Si 8.2035 0 0.6835
Si 0 2.7345 0.6835
Si 5.469 2.7345 0.6835
Si 2.7345 5.469 0.6835
Si 8.2035 5.469 0.6835
Si 0 8.2035 0.6835
Si 5.469 8.2035 0.6835
Si 4.1018 1.3673 2.0507
Si 9.5708 1.3673 2.0507
Si 1.3673 4.1018 2.0507
Si 6.8362 4.1018 2.0507
Si 4.1018 6.8362 2.0507
Si 9.5708 6.8362 2.0507
Si 1.3673 9.5708 2.0507
Si 6.8362 9.5708 2.0507
Si 0 0 3.418
Si 5.469 0 3.418
Si 2.7345 2.7345 3.418
Si 8.2035 2.7345 3.418
Si 0 5.469 3.418
Si 5.469 5.469 3.418
Si 2.7345 8.2035 3.418
Si 8.2035 8.2035 3.418
Si 1.411 1.3327 4.7097
Si 6.8492 1.3644 4.8684
Si 4.1259 4.0391 4.7627
Si 9.5915 4.0929 4.856
Si 1.3882 6.7913 4.8491
Si 6.8876 6.8203 4.7112
Si 4.1181 9.556 4.827
Si 9.5633 9.5714 4.6946
Si 2.7277 0.0174 6.1596
Si 8.2613 -0.0723 6.155
Si 0.0567 2.6139 6.122
Si 5.4924 2.7788 6.2694
Si 2.7351 5.2893 6.1958
Si 8.2212 5.5506 6.1996
Si -0.0157 8.2711 6.0827
Si 5.5427 8.1339 6.105
Si 3.7013 1.737 7.4634
Si 10.0886 0.8139 7.3491
Si 1.8715 3.35 7.4294
Si 6.4214 4.6672 7.4464
Si 4.5498 6.3349 7.234
Si 9.1563 7.4378 7.3805
Si 0.8867 10.0553 7.3373
Si 7.3176 9.0791 7.3814
H 9.7323 1.1849 8.7555
H 1.2422 9.6608 8.7401
O 6.908 9.5426 8.9272
O 9.7807 7.3602 8.9341
O 3.7844 6.9509 8.5767
O 7.0202 4.4083 8.9895
O 1.3846 3.1368 9.0306
O 4.0113 1.2896 9.0467
H 5.572 10.7977 22.7666
H 8.0317 8.415 22.7525
O 0.0892 0.0485 22.6249
O 2.529 8.6593 22.5041
O 5.0292 5.2712 22.5289
O 8.1806 3.0577 22.4468
O -0.1542 5.802 22.9474
O 2.8274 2.8649 22.977
Si 8.5482 2.6302 20.9094
Si 8.4344 1.13 16.1221
Si 11.0344 4.7728 16.651
Si 0.5744 5.526 21.5211
Si 1.4793 6.8537 14.8709
Si 2.85 10.1473 12.6492
Si 10.1866 6.4406 10.2062
Si 9.3982 5.3298 19.3324
Si 7.2282 8.1395 12.913
Si 9.6478 9.7113 17.3128
Si 5.8505 2.0584 19.9543
Si 5.1844 3.5908 17.2239
Si 4.8145 7.1525 19.2625
Si 3.4647 3.5271 12.2214
Si 4.7439 4.5714 21.0643
Si 1.1323 9.6983 19.122
Si 9.5547 2.7639 11.9184
Si 10.0121 0.592 13.6364
Si 5.4816 0.9959 16.1714
Si 1.0706 3.9968 10.3756
Si 4.3097 0.98 10.6185
Si 3.6264 0.6198 18.6741
Si 2.4584 7.8383 21.1013
Si 1.4824 7.4847 11.9954
Si 4.0248 7.2786 10.1314
Si 6.6758 5.8716 16.07
Si 2.193 3.0366 21.497
Si 5.6226 5.5414 12.0983
Si 8.7565 3.9066 14.8587
Si 1.8946 1.6804 14.2953
Si 6.1505 9.5538 10.3621
Si 7.6474 7.6445 18.3625
Si 7.7777 4.4279 10.4204
Si 9.8294 8.6731 14.3968
Si 0.2375 0.8052 21.1864
Si 2.3744 2.8702 17.1781
Si 4.2349 7.5072 16.1899
Si 5.1806 9.683 14.4564
O 5.1786 0.3486 14.7137
O 8.7465 7.863 13.4672
O 1.6888 9.0461 12.4082
O 10.3781 9.9607 13.5561
O 0.2577 1.5672 14.2447
O 4.8435 8.9906 15.897
O 8.4536 2.7628 16.0101
O 3.5916 3.9831 17.213
O 4.7332 8.737 10.2881
O 9.993 5.2527 17.8064
O 6.7299 4.4569 11.6528
O 5.7327 0.1587 10.753
O 8.9367 3.4343 13.2992
O 10.5711 5.9269 20.2832
O 8.7812 3.9382 19.9326
O 4.0751 7.1642 17.7871
O 0.3726 5.3407 9.7713
O 6.2046 7.9861 19.0527
O 3.2918 3.897 20.6584
O 0.9086 3.5407 17.3396
O 2.6279 1.8969 18.4546
O 8.5958 3.0317 10.6257
O 5.0574 5.6359 19.8571
O 4.4503 4.6818 12.8652
O 2.0083 6.3053 21.4422
O 2.3685 1.9761 15.8165
O 5.0223 6.1488 10.7179
O 6.3383 6.7647 12.9107
O 2.8171 7.5843 15.4129
O 10.2054 4.4909 15.2857
O 5.6733 2.74 18.503
O 6.647 9.1813 14.0101
O 8.2438 6.4638 19.3067
O 8.5942 8.9795 18.3416
O 1.6935 1.5564 21.0428
O 6.1995 4.838 17.2283
O 4.1736 9.3585 13.2107
O 4.474 0.4155 17.3038
O 7.4788 7.0761 16.8246
O 8.8048 5.6915 10.6643
O 0.8349 3.9242 21.487
O 3.9215 7.9091 20.3945
O 0.1726 10.6987 19.9551
O 7.4042 1.6239 20.2448
O 5.38 2.6083 15.9307
O 2.4924 4.2576 11.1286
O 1.7279 6.4672 13.2822
O 7.1726 8.8582 11.4414
O 4.6925 0.8714 19.9343
O 10.8954 7.3122 11.4024
O 0.1545 7.7614 14.7915
O 1.3435 8.3718 20.0395
O 9.9297 1.8049 20.9759
O 7.5971 5.0711 14.9779
O 2.6469 10.2703 18.864
O 0.0998 3.3152 11.5009
O 2.5213 2.8658 13.374
O 2.4091 0.2179 13.8378
O 2.5787 7.1961 10.842
O 6.9899 0.6056 16.6393
O 9.658 1.1507 12.1468
O 3.1189 0.0518 11.2749
O 9.4877 0.4165 17.1703
O 1.2478 5.7619 16.0606
O 4.3678 2.3772 11.4723
O 5.6869 3.2377 21.076
O 5.264 6.4437 15.4621
O 0.2656 9.3835 17.7605
O 8.6942 0.6796 14.5802
O 9.2547 9.1183 15.8487

Results
free energy: -131884.220 eV
free energy less fixed offsets of H -15.97, O -568.88, Si -635.61 eV per atom: -0.440 eV

Forces (eV/angstrom), in the order of the atoms: element, x, y, z
Si -0.0292 0.0146 -0.0982
Si 0.023 -0.0326 0.0312
Si -0.0619 0.0581 -0.0475
Si -0.0202 -0.0396 -0.0488
Si 0.041 -0.0501 -0.0016
Si -0.012 0.0183 0.0055
Si 0.0028 0.0397 -0.0721
Si -0.0265 0.0252 0.0069
Si -0.0362 -0.0488 0.0505
Si 0.0494 0.0369 0.0111
Si 0.056 0.0601 0.0148
Si 0.0431 -0.0159 0.0433
Si 0.0228 0.0078 0.0626
Si -0.061 -0.0303 0.0075
Si -0.0346 -0.0019 0.0185
Si 0.0415 0.0094 0.0075
Si 0.0144 -0.0124 -0.0758
Si -0.0455 0.0062 -0.0043
Si 0.1081 0.1014 -0.1009
Si -0.0143 -0.0308 -0.0269
Si -0.1274 -0.1105 -0.1784
Si 0.0282 0.017 -0.0297
Si 0.0024 -0.0154 -0.0675
Si 0.0275 0.0189 -0.0158
Si 0.1157 0.0176 0.3467
Si -0.2617 -0.0673 0.595
Si -0.2078 0.1333 -0.3584
Si -0.0357 0.0632 -0.2635
Si 0.2193 0.3595 0.7727
Si -0.2097 0.0399 0.0814
Si -0.05 0.1074 -0.1833
Si -0.0786 0.055 -0.689
Si 0.0241 0.0312 -0.0069
Si -0.0434 -0.0118 0.0052
Si 0.0694 -0.0372 -0.022
Si 0.0714 -0.0476 0.0083
Si -0.0112 -0.041 0.0037
Si -0.0419 -0.0027 -0.0021
Si 0.0806 -0.0374 0.0124
Si 0.0643 -0.0245 -0.0173
Si -0.0456 -0.0074 0.0022
Si -0.0104 0.0529 -0.0368
Si -0.0131 0.0528 -0.0017
Si -0.0281 -0.0022 -0.0268
Si -0.0131 0.0696 -0.039
Si -0.0097 -0.0115 -0.0061
Si -0.0735 0.0067 -0.0309
Si 0.0019 0.0136 0.001
Si 0.1245 -0.0329 0.0157
Si -0.0212 0.0451 0.0095
Si -0.0299 0.0281 0.0077
Si 0.0119 -0.1086 0.0033
Si -0.0266 0.0006 0.0084
Si 0.0836 -0.0044 0.0127
Si 0.0546 -0.095 0.0059
Si -0.0424 0.0231 -0.0021
Si -0.0764 0.07 -0.0294
Si 0.097 0.0023 -0.0125
Si 0.0479 0.0101 0.0184
Si -0.0779 0.0234 -0.0242
Si 0.0069 0.0007 0.0046
Si -0.0597 0.0707 -0.0209
Si -0.1383 0.0156 -0.033
Si 0.0408 -0.0481 -0.0081
Si 0.0722 0.001 -0.6214
Si 0.0428 0.1163 0.4846
Si 0.227 -0.1302 -0.5477
Si 0.0045 0.0196 0.5558
Si 0.007 -0.0407 0.4252
Si -0.0206 -0.1861 -0.1913
Si 0.0491 -0.1933 0.4519
Si 0.0922 -0.004 -0.7988
Si -0.0081 0.0274 -0.0268
Si 0.0288 0.0367 0.0159
Si 0.0242 0.0299 0.0005
Si -0.0346 -0.0049 0.015
Si 0.0294 -0.0096 0.0094
Si -0.0403 -0.0595 0.0454
Si -0.0116 -0.0478 0.0297
Si 0.0221 -0.025 -0.0252
Si 0.0648 -0.0028 0.0069
Si -0.0949 0.0024 -0.03
Si -0.0123 0.0417 -0.008
Si -0.0216 -0.0645 0.0085
Si -0.0773 -0.0085 -0.033
Si 0.083 0.0148 -0.0132
Si 0.0104 -0.0121 0.0084
Si 0.0209 0.108 -0.0525
Si 0.0041 0.0751 0.0287
Si 0.0297 -0.0155 0.0432
Si 0.0555 -0.0371 0.0696
Si -0.0181 0.0349 0.0768
Si -0.0406 -0.0613 0.159
Si -0.0338 0.003 0.0325
Si -0.0088 0.0001 0.0304
Si 0.0184 -0.019 0.0591
H 0.0135 -0.0028 0.0062
H -0.0158 0.0063 0.0053
O 0.0073 -0.0174 -0.0075
O 0.0032 -0.0437 0.0165
O 0.0656 -0.0302 -0.0456
O -0.0121 0.0023 -0.022
O -0.0011 0.0314 -0.0058
O -0.0091 -0.0243 -0.0106
H -0.0013 -0.0045 -0.0042
H -0.0008 0.0052 0.0086
O 0.0617 0.0337 -0.0596
O -0.0203 -0.008 0.0925
O -0.0001 -0.0162 -0.0165
O -0.0125 -0.0008 -0.0162
O -0.0122 -0.0033 0.0237
O 0.0063 0.0225 0.0813
Si 0.052 -0.0122 0.0953
Si 0.0099 -0.0133 -0.0183
Si -0.0029 -0.0022 -0.0081
Si 0.044 -0.0404 0.0575
Si 0.0023 -0.0159 -0.0239
Si 0.0009 -0.0015 -0.0114
Si 0.0123 0.0201 -0.0804
Si -0.0006 0.0042 0.0167
Si -0.0122 -0.0078 0.0071
Si 0.0092 -0.0078 -0.0093
Si 0.0211 0.0114 0.0284
Si -0.0007 -0.0109 0.0007
Si -0.0073 0.002 0.0152
Si 0.0081 -0.0009 0.0006
Si 0.0143 0.008 0.0657
Si 0.0025 -0.0171 0.0075
Si 0.0176 -0.0024 -0.0341
Si 0.0078 0.0033 -0.0104
Si -0.0182 0.0004 -0.0078
Si 0.0196 -0.02 -0.0818
Si -0.0007 0.0108 -0.0438
Si -0.0036 -0.0035 -0.0126
Si -0.0029 -0.0115 0.0684
Si 0.0087 0.0125 -0.0168
Si 0.0386 0.0129 -0.0009
Si 0.005 0.0049 -0.0118
Si -0.0518 0.0435 0.0468
Si -0.0327 0.0009 -0.0051
Si 0.0065 0.0015 -0.0161
Si 0.0124 0.011 -0.0226
Si -0.0019 0.0185 -0.0608
Si -0.0085 -0.0092 -0.0006
Si -0.0301 0.0136 -0.0347
Si -0.0027 -0.0071 -0.0079
Si -0.1317 0.0071 0.1131
Si -0.0048 -0.0166 -0.0205
Si -0.0012 -0.002 -0.0032
Si -0.0003 -0.0139 -0.0198
O 0.0074 0.0027 0.0137
O 0.0109 0.0031 0.004
O -0.0009 -0.0331 -0.0211
O -0.0036 -0.0026 0.0084
O 0.0024 -0.0107 0.0083
O -0.0038 -0.0129 0.0081
O 0.0004 -0.005 0.0057
O 0.001 -0.0102 0.0089
O -0.0192 -0.0417 -0.0088
O 0.0164 -0.0038 0.0067
O 0.0252 -0.009 -0.0167
O 0.0082 -0.0076 0.0217
O -0.0032 -0.0049 0.0181
O -0.0358 0.007 -0.0231
O -0.004 -0.0052 -0.0055
O -0.0017 -0.0005 -0.001
O -0.0097 0.0084 0.053
O 0.0051 -0.0038 -0.0086
O 0.0103 0.0007 -0.0156
O -0.0028 0.0052 0.0056
O -0.0013 0.0048 0.0074
O 0.0144 -0.0108 0.0335
O -0.0003 0.0121 -0.0049
O 0.0142 0.0035 -0.0099
O 0.0036 0.0102 -0.0169
O 0.0036 0.0026 0.0121
O -0.002 0.0022 0.0034
O 0.0015 -0.0035 -0.0046
O 0.0057 -0.0008 0.0082
O 0.0015 -0.0029 0.0089
O -0.0043 0.0023 -0.0081
O -0.0104 0.0062 0.0032
O 0.0096 -0.0066 0.005
O 0.0049 0.0081 0.0033
O -0.0133 -0.0292 -0.0096
O -0.0014 -0.0071 0.0023
O 0.0126 0.0017 0.002
O 0.011 -0.0017 0.0048
O -0.0074 -0.0092 -0.0094
O 0.0006 -0.0075 0.0021
O -0.0088 0.0058 -0.0068
O 0.0176 -0.0068 -0.0275
O -0.0101 0.0509 0.0605
O -0.0151 -0.0006 -0.0186
O -0.0008 -0.0045 -0.0001
O -0.0269 0.0073 -0.0093
O -0.0082 0.0075 -0.0028
O 0.0067 -0.0026 0.0125
O -0.0043 -0.0023 -0.0006
O 0.0113 -0.0321 -0.0048
O -0.0115 0.0016 0.0045
O -0.0156 0.0228 -0.0237
O 0.0725 -0.0901 0.0034
O 0 -0.0063 0.006
O 0.0075 0.0048 0.0117
O -0.0238 -0.0115 0.005
O -0.0144 -0.0177 0.0174
O -0.0055 -0.0018 0.0059
O -0.0076 0.0168 0.0224
O 0.0034 -0.0023 0.0118
O -0.0001 0.0097 0.0041
O -0.0055 -0.0158 0.0156
O -0.0105 -0.0023 0.0043
O -0.006 -0.0076 0.0093
O 0.0152 -0.0057 0.0035
O -0.0165 -0.0101 -0.0376
O 0.0037 -0.0031 0.0073
O -0.0051 -0.0005 0.0136
O -0.0006 0.0015 0.0048
O 0.0064 -0.0045 0.0043

The program warned: the cutoff lies below the one the program advises for these potential files; the exchange-correlation potential is rough where the density is thin.
